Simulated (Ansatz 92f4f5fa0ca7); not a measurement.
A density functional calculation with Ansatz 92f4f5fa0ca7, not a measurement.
Periodic cell of 215 atoms, Si131O82P2, from a study of silicon, its oxide and their interface. The atomic structure is a simulated model.
Doubt: the cutoff is far below the 930 eV that the study's wrapper takes by default for these files, so forces and energies are approximate.

Settings
functional: PBE
potential files: Ansatz PAW
basis: plane waves
wave-function cutoff: 580 eV
density cutoff ratio: 5
exchange-correlation grid ratio: 1
k mesh: 1 x 1 x 1, Gamma-centred
self-consistency stop: 5e-08 eV per atom in the density residual
occupations: fixed
spin: none
net charge: 0

Cell vectors (angstrom)
a  10.938  0  0
b  0  10.938  0
c  0  0  31.5432

Atoms and the computed forces on them: element, x, y, z (angstrom), force x, y, z (eV/angstrom)
Si  10.4339  0.5706  24.3267  0.01  0.0155  0.0438
Si  6.0395  10.4969  24.1296  0.0172  0.0259  0.0685
Si  2.1279  3.2448  24.0724  0.0001  -0.0106  0.0542
Si  8.7043  2.2561  24.2862  -0.0274  -0.0158  0.058
Si  0.4961  5.0502  24.1468  0.0131  0.0117  0.0565
Si  5.0476  5.8949  24.1857  0.0197  -0.0088  0.0471
Si  3.39  7.6492  24.1432  -0.0097  -0.0073  0.0385
Si  7.8277  8.825  23.9815  0.0023  -0.0213  0.0489
Si  1.3436  1.4724  25.4422  -0.0235  0.0346  0.0487
Si  6.909  1.308  25.4679  0.0193  -0.0373  0.0707
Si  4.0252  4.0988  25.316  -0.0315  0.0148  0.0209
Si  9.6545  4.1026  25.3974  0.04  -0.0268  0.0485
Si  1.488  6.8165  25.3465  0.0076  -0.0259  0.0412
Si  6.8926  6.9461  25.2356  -0.0132  0.0199  0.004
Si  4.2205  9.5355  25.3225  0.018  -0.0175  0.0268
Si  9.5315  9.636  25.4194  -0.0566  0.0165  0.0664
Si  2.7783  -0.001  26.6449  -0.011  0.032  -0.1278
Si  8.2098  -0.0243  26.9137  0.0145  -0.0127  0.2171
Si  0.0065  2.7719  26.8907  0.0184  -0.0081  0.2121
Si  5.4485  2.7346  26.6646  -0.0065  -0.0003  -0.1064
Si  2.7463  5.4406  26.8163  0.015  -0.0122  0.1358
Si  8.2185  5.5205  26.6301  0.0071  0.0196  -0.1206
Si  0.0376  8.2036  26.6495  0.0149  0.0445  -0.1145
Si  5.5402  8.2023  26.7759  0.0292  0  0.1031
Si  4.111  1.3609  28.0635  0.0235  0.0083  0.0788
Si  9.581  1.3743  28.2403  -0.0232  0.0103  -0.3476
Si  1.3809  4.1285  28.2391  -0.029  -0.0301  -0.34
Si  6.8332  4.1365  28.017  0.0259  -0.0637  0.1383
Si  4.1481  6.8257  28.1312  -0.102  0.0411  -0.0837
Si  9.5952  6.8458  28.0434  0.0067  -0.0244  0.1021
Si  1.3966  9.5784  28.0362  -0.0272  -0.0144  0.1354
Si  6.829  9.5396  28.2388  0.032  0.1244  -0.3345
Si  0.0354  -0.0228  29.499  0.0326  -0.0469  -0.0328
Si  5.4488  0.0144  29.4988  -0.0173  0.0298  0.0616
Si  2.7579  2.7127  29.499  0.0183  -0.0264  0.0119
Si  8.1744  2.7688  29.4851  -0.0459  0.0446  0.0162
Si  -0.0209  5.4996  29.5012  -0.0273  0.014  0.0725
Si  5.4909  5.4568  29.486  0.0139  -0.0347  -0.0414
Si  2.7431  8.2056  29.4637  0.0172  -0.0326  -0.0121
Si  8.2376  8.1724  29.5012  0.0281  -0.042  0.0378
Si  1.3673  1.3673  30.8594  0.1724  -0.113  0.1646
Si  6.8362  1.3673  30.8594  -0.1363  0.1329  -0.0645
Si  4.1018  4.1018  30.8594  0.186  -0.0876  0.0523
Si  9.5708  4.1018  30.8594  -0.1699  0.1468  -0.0387
Si  1.3673  6.8362  30.8594  0.0065  0.2209  -0.1061
Si  6.8362  6.8362  30.8594  0.1366  -0.2066  0.1114
Si  4.1018  9.5708  30.8594  -0.1399  0.0457  -0.0479
Si  9.5708  9.5708  30.8594  0.2142  -0.0985  0.1078
Si  2.7345  0  0.6835  0.0393  -0.1723  0.1657
Si  8.2035  0  0.6835  -0.2309  0.143  -0.0603
Si  0  2.7345  0.6835  -0.206  0.0858  -0.0073
Si  5.469  2.7345  0.6835  0.116  -0.1079  0.1301
Si  2.7345  5.469  0.6835  -0.1454  0.1371  -0.0314
Si  8.2035  5.469  0.6835  0.1444  -0.2196  0.1492
Si  0  8.2035  0.6835  0.2467  -0.149  0.0973
Si  5.469  8.2035  0.6835  -0.1203  0.2059  -0.0232
Si  4.1185  1.3465  2.0535  -0.0125  0.0312  0.0001
Si  9.5304  1.3892  2.0456  0.0355  0.0547  0.016
Si  1.3368  4.1277  2.0501  -0.0264  0.0444  0.0595
Si  6.8516  4.0785  2.0662  -0.0181  0.0078  -0.028
Si  4.0739  6.8677  2.0443  -0.0445  -0.0167  0.0148
Si  9.6088  6.7998  2.0486  -0.0145  0.015  -0.03
Si  1.3737  9.5574  2.0699  -0.0426  0.0649  -0.032
Si  6.8263  9.5795  2.0611  0.0267  -0.026  0.0294
Si  -0.0637  -0.0112  3.3389  0.3031  0.1551  0.3758
Si  5.4694  -0.0077  3.489  -0.0393  0.0316  -0.0997
Si  2.7031  2.7255  3.3279  0.0664  -0.0446  0.4959
Si  8.1929  2.7136  3.5245  -0.0298  -0.0027  -0.038
Si  -0.0112  5.468  3.5224  0.0047  0.0111  -0.1368
Si  5.4591  5.4909  3.3214  -0.1166  -0.1698  0.4866
Si  2.7302  8.2011  3.5157  0.0603  0.0401  -0.0272
Si  8.2423  8.1839  3.345  -0.0527  -0.0446  0.4691
Si  1.2999  1.3597  4.6755  -0.0064  0.0141  -0.2599
Si  6.826  1.3221  4.9092  -0.0616  -0.0293  0.1433
Si  4.0752  4.1208  4.6631  -0.0341  -0.0129  -0.2679
Si  9.5704  4.0844  4.9116  0.0238  -0.0564  0.1844
Si  1.3545  6.8372  4.9161  0.0529  -0.0565  0.1392
Si  6.8728  6.8146  4.698  0.1072  0.0883  -0.0032
Si  4.1074  9.583  4.8879  0.0515  -0.0004  0.1698
Si  9.5732  9.5356  4.7607  -0.0902  -0.1063  0.097
Si  2.6149  0.032  6.1156  -0.0296  0.1374  0.1247
Si  8.2376  -0.1145  6.2751  0.325  -0.0526  0.0888
Si  -0.0039  2.6411  6.1994  0.1941  -0.0693  0.1184
Si  5.393  2.7821  6.0995  -0.1666  -0.0094  0.1116
Si  2.7787  5.4355  6.1683  0.0943  -0.2055  0.1375
Si  8.1233  5.4606  6.2291  -0.4099  0.2765  0.0548
Si  0.004  8.2789  6.2848  -0.3795  0.4246  0.0592
Si  5.5876  8.1607  6.178  -0.0862  -0.307  -0.0236
Si  3.5028  1.9101  7.2021  -0.2018  0.2459  -0.4202
Si  10.0462  0.8266  7.4829  0.0564  0.1133  -0.2729
Si  1.7979  3.6385  7.3572  0.0677  -0.1111  -0.3757
Si  6.2359  4.5345  7.4208  -0.1569  -0.1611  -0.2981
Si  4.6701  6.3153  7.2935  -0.0884  -0.0941  -0.3363
P  9.1105  7.2687  7.2904  -0.056  -0.0426  -0.1723
Si  0.8952  10.151  7.5473  0.1691  0.1151  -0.2333
P  7.4036  8.9315  7.4346  0.3082  -0.4081  -0.4609
O  4.6233  6.6065  8.9216  -0.0552  0.0905  0.1283
O  1.3613  3.9708  8.9329  -0.0515  0.1098  0.246
O  9.6438  6.6046  8.6978  0.1266  -0.0848  -0.0839
O  1.3057  10.1271  9.1773  0.0383  -0.0719  0.1378
O  6.0704  4.2021  9.0518  0.0873  -0.0503  0.2062
O  3.7335  1.5529  8.7873  0.1135  -0.0841  0.1604
O  7.1886  8.8655  9.0894  -0.0094  0.1033  -0.4936
O  9.7043  1.0927  9.0843  -0.0873  -0.0121  0.1085
O  8.2555  2.5201  22.7204  -0.0152  0.0132  -0.0567
O  10.9986  5.5464  22.6249  -0.0114  0.0132  -0.0648
O  5.6352  0.0765  22.6144  -0.0172  0.0178  -0.0638
O  5.2938  5.396  22.6231  0.0096  -0.0079  -0.0583
O  2.1441  2.7973  22.4678  0.0106  -0.0223  -0.0789
O  3.325  7.8448  22.4894  -0.0072  0.0156  -0.0444
O  8.375  8.737  22.4008  0.0166  0.0028  -0.0677
O  -0.1763  11.2315  22.7372  0.0167  -0.0111  -0.0425
Si  2.1446  3.006  12.8801  0.0057  0.0191  -0.0667
Si  8.6931  1.2732  10.3407  0.0893  0.1082  -0.1599
Si  1.0631  4.5069  15.3495  0.0067  -0.0072  0.0233
Si  7.5504  5.5518  12.1987  -0.0369  -0.0692  -0.0128
Si  2.4079  8.1818  21.193  -0.0104  -0.0043  0.0653
Si  5.4161  7.7536  12.4677  -0.0814  -0.1116  0.0335
Si  9.2574  0.4561  15.4915  0.004  0.0179  0.0321
Si  2.907  -0.0437  16.6386  0.0066  0.0086  0.0539
Si  10.4631  1.1723  12.6051  0.002  0.0323  -0.0077
Si  7.7636  2.8268  21.2156  0.0078  -0.0014  0.0559
Si  9.1172  8.786  14.445  -0.0069  -0.0003  0.03
Si  1.453  4.7987  10.3329  0.0712  -0.142  -0.3319
Si  4.4772  9.4853  19.1164  0.0073  0.0002  0.0789
Si  11.0686  6.0973  21.0958  0.0043  0.0023  0.0651
Si  6.6037  10.4541  14.8345  0.012  0.0191  0.0369
Si  5.3865  0.7287  21.1544  -0.003  -0.0027  0.0584
Si  2.3527  9.7922  10.3959  -0.0747  0.0291  -0.1783
Si  0.4233  10.6302  21.3731  -0.0018  0.0099  0.0515
Si  5.8535  5.2478  21.1158  0.0025  0.0045  0.0742
Si  3.6423  7.0849  10.1037  -0.0212  -0.1298  -0.1647
Si  9.0445  5.6885  14.8339  0.0054  -0.0111  0.0419
Si  3.6617  4.0761  19.0844  -0.0066  -0.0138  0.0832
Si  10.0258  3.6637  19.2966  -0.0058  0.0094  0.0833
Si  4.2582  8.6673  15.3517  -0.0231  0.0182  0.0622
Si  0.4501  1.9155  17.1435  0.003  0.0099  0.0617
Si  6.786  7.5293  19.232  0.0083  0.009  0.0721
Si  5.2512  3.6206  16.7262  -0.0034  -0.0004  0.0491
Si  7.7772  5.0104  17.5054  0.0072  0.0084  0.0656
Si  6.7001  9.8513  10.3443  -0.0653  0.2791  -0.0063
Si  4.4145  0.9944  10.1229  -0.1305  0.101  -0.2321
Si  -0.038  9.0958  11.8903  0.0411  0.0516  0.0066
Si  9.0941  8.6274  20.9262  0.0025  0.0116  0.0749
Si  4.5398  1.6733  14.559  -0.0154  0.0169  0.0134
Si  2.4416  2.0785  21.0352  -0.0097  0.0021  0.0819
Si  6.3448  3.2908  10.3763  0.0358  0.1034  -0.2299
Si  3.4325  5.9175  16.7315  0.0034  -0.0199  0.054
Si  9.8382  6.5784  10.3384  0.0398  0.0145  -0.2421
O  0.1253  2.6312  18.5705  0.0111  -0.0164  -0.0407
O  2.9216  9.6284  15.5626  0.008  -0.017  -0.0231
O  10.8531  4.8059  20.1239  -0.01  -0.0229  -0.0395
O  7.5643  2.3379  9.8884  0.0275  -0.0207  0.0907
O  10.8993  5.389  10.7374  -0.0786  0.056  0.0233
O  6.5633  6.6688  12.8711  0.0173  0.0246  -0.0045
O  10.2933  8.0984  10.7454  -0.0418  -0.0143  0.005
O  7.6515  9.4588  13.987  -0.0117  -0.0115  -0.0301
O  8.3868  6.2327  10.9754  0.0306  0.035  -0.043
O  5.3546  10.4895  20.0438  -0.0109  -0.0214  -0.0421
O  2.1433  3.7815  11.4265  0.0058  -0.0242  0.1007
O  7.9667  8.5423  19.7437  -0.0195  -0.0109  -0.0405
O  6.1995  6.7235  20.5291  0.0045  0.0165  -0.0391
O  5.4993  2.7148  15.3931  -0.0019  -0.0097  -0.0152
O  1.3007  0.9216  20.6871  0.0007  0.0042  -0.0224
O  6.1041  8.9778  11.5942  0.0841  0.01  -0.1601
O  4.6109  4.987  16.099  0.0017  0.0098  -0.0171
O  6.591  3.8994  17.6179  -0.0054  -0.002  -0.0218
O  10.5654  10.6838  11.8199  -0.024  -0.0645  -0.0118
O  5.568  0.501  13.9744  0.0159  -0.0195  -0.0216
O  8.0054  5.092  15.9083  0.0078  0.0034  -0.0296
O  9.724  9.8166  15.5665  0.0029  -0.0099  -0.0085
O  -0.3983  5.1607  15.1418  -0.0103  0.0061  -0.0094
O  1.5617  6.8391  20.7771  0.0008  0.0011  -0.0187
O  1.4933  0.6315  17.1606  0.0009  -0.0023  -0.0162
O  6.5868  1.7752  20.7899  0.0009  0.0018  -0.0166
O  0.9942  1.8378  12.8258  -0.0111  -0.0254  0.0041
O  3.2582  5.4972  18.326  -0.0003  0.0194  -0.0438
O  9.4926  1.9932  11.5817  -0.0162  0.0038  0.0364
O  1.0119  3.0924  16.1616  -0.0036  0.0149  -0.0236
O  8.6138  5.1404  13.362  -0.0071  0.0091  -0.0266
O  10.2504  8.5751  13.2846  0.0139  0.0008  -0.0262
O  1.4392  9.3969  21.6778  0.0032  -0.0046  -0.0296
O  10.074  9.9286  20.5953  -0.0076  -0.0061  -0.0237
O  3.2143  0.1692  10.9066  0.0192  -0.012  0.0726
O  5.1048  2.304  10.848  -0.0155  -0.0492  0.0653
O  1.7431  4.1858  13.9155  -0.0068  0.0104  0.0161
O  7.9719  10.7889  10.7779  -0.0639  -0.0972  0.0684
O  9.1323  4.4686  18.2016  -0.0177  0.0099  -0.0355
O  5.6299  9.507  15.7667  0.0039  -0.006  -0.01
O  5.5593  -0.1013  9.7421  0.0885  -0.1015  0.0036
O  3.5813  2.3302  13.3778  0.0043  -0.0076  0.0126
O  1.9709  5.6472  16.069  -0.0096  0.0001  -0.0193
O  9.7084  1.0532  14.0379  0.0041  0.0021  -0.0012
O  4.3574  6.938  11.5455  0.0234  0.0345  0.081
O  4.7608  4.4677  20.2101  -0.0213  -0.0061  -0.0425
O  9.9441  1.339  16.6469  -0.0138  -0.017  -0.0191
O  6.7221  4.2569  11.6431  0.0169  0.0175  0.0565
O  5.5739  8.4003  18.5637  -0.0041  0.0026  -0.0252
O  9.0643  2.7344  20.2364  0.023  0.0103  -0.0418
O  3.5857  1.1336  15.7568  0.0102  0.0039  -0.0151
O  4.2116  3.0725  17.8891  0.015  -0.0008  -0.0394
O  9.9064  7.2136  20.8779  0.0031  -0.0032  -0.0224
O  3.3476  8.6554  9.7912  0.0162  0.0163  0.0713
O  3.9347  7.4252  16.365  0.0042  0.0151  -0.031
O  7.6228  0.4866  15.6854  -0.0026  -0.0069  -0.0068
O  8.9138  7.3009  15.0318  -0.0048  0.015  -0.0065
O  3.9246  1.4288  21.1441  0.0122  0.0017  -0.0251
O  1.5909  9.1018  11.6877  -0.0241  -0.0135  0.0367
O  2.3176  6.1573  10.1054  -0.0023  0.0559  0.1281
O  7.3421  6.4561  18.13  0.0058  -0.0186  -0.0344
O  7.2232  4.3642  21.1197  -0.0027  -0.0042  -0.0211
O  4.5667  8.2412  13.789  0.0253  -0.0023  -0.0567
O  3.3233  8.6721  19.9435  0.0244  0.0111  -0.0463
O  2.4928  3.2339  19.8633  0.0133  0.0243  -0.0458
O  3.7365  10.3647  17.9498  -0.0177  0.0115  -0.0498

Results
free energy: -131422.920 eV
free energy less fixed offsets of O -568.88, P -755.39, Si -635.61 eV per atom: 0.930 eV

The program warned: the cutoff lies below the one the program advises for these potential files; the exchange-correlation potential is rough where the density is thin.
